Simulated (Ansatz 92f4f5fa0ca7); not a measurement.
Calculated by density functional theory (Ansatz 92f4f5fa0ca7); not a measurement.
Periodic cell of 192 atoms, Si128O64, from a study of silicon, its oxide and their interface. The atomic structure is a simulated model.
This geometry differs little from another in the collection (a relaxation step or a small displacement).

Settings: functional r2SCAN; potential files Ansatz PAW; basis plane waves; wave-function cutoff 800 eV; density cutoff ratio 5; exchange-correlation grid ratio 1; k mesh 1 x 1 x 1, shifted by 0.5 0.5 0 of a step; self-consistency stop 1e-10 eV per atom in the density residual; occupations fixed; spin none; net charge 0.

Cell vectors (angstrom)
a	10.888	0	0
b	0	10.888	0
c	0	0	28.1904

Atoms and the computed forces on them: element, x, y, z (angstrom), force x, y, z (eV/angstrom)
Si	0.067	-0.0596	0.2349	-0.0109	0.0055	-0.042
Si	2.9766	2.604	0.0385	-0.0064	0.0092	-0.0494
Si	-0.245	5.7868	-0.066	0.002	-0.0121	-0.0524
Si	2.4301	8.8013	-0.1421	0.0144	0.0065	-0.069
Si	5.1812	0.3954	0.0813	0.0069	-0.0107	-0.0467
Si	7.8653	3.2892	0.2708	0.0092	-0.0014	-0.0443
Si	5.5999	5.37	0.2331	-0.0113	0.0102	-0.0516
Si	8.5037	8.0823	0.0371	-0.0047	0.0117	-0.0487
Si	1.3502	1.5144	1.384	0.0016	-0.0002	0.0024
Si	4.0751	4.1241	1.4572	-0.0005	-0.002	0.001
Si	1.41	6.9701	1.1343	0.0014	0.0012	0.0054
Si	4.012	9.7181	1.361	-0.0015	-0.0001	0.0027
Si	6.7832	1.5146	1.3799	-0.0011	0.0013	0.0019
Si	9.5077	4.367	1.4901	0.0016	0.0006	0.0007
Si	6.852	6.9714	1.3693	0.0022	0.0008	0.002
Si	9.5356	9.5563	1.5306	-0.0016	-0.0012	0.0006
Si	-0.0344	2.8663	2.7184	0.0008	0.0007	-0.001
Si	2.6776	0.1302	2.7888	0.0004	-0.0005	-0.0021
Si	0.0808	8.19	2.7527	0.0004	-0.0027	-0.0016
Si	2.6698	5.5688	2.6327	-0.0011	0.0011	-0.0003
Si	5.4379	2.7913	2.8326	0.0005	-0.0013	-0.0002
Si	8.1146	0.0893	2.7312	-0.0004	0.0004	-0.0001
Si	5.406	8.2989	2.664	0.0011	0	-0.0019
Si	8.1521	5.6536	2.858	-0.0019	0.0011	-0.002
Si	1.3457	4.1983	4.066	0.0002	-0.0004	0.0014
Si	4.0705	1.4255	4.1584	0.0002	0.0001	0.001
Si	1.3785	9.5797	4.1146	-0.0008	-0.0001	0.0012
Si	4.0769	6.8732	4.0158	-0.0009	-0.0003	0.0011
Si	6.8185	4.1721	4.1321	-0.0007	0	0.0016
Si	9.5201	1.434	4.0626	-0.0006	0	0.0009
Si	6.7589	9.6111	4.0857	-0.0003	0	0.0005
Si	9.5741	6.9148	4.1746	0.0023	0.0004	0.0006
Si	-0.0244	0.0378	5.4317	-0.0007	-0.0002	-0.0004
Si	2.6906	2.8007	5.4511	0.0003	0.001	0.0005
Si	-0.008	5.4796	5.4913	0.0005	0.0001	-0.0008
Si	2.7428	8.1951	5.44	-0.0002	-0.0005	0.0005
Si	5.4178	0.0323	5.4902	0.0008	-0.0003	-0.0007
Si	8.1683	2.7634	5.4574	0.0002	-0.0005	0.0009
Si	5.4109	5.5045	5.4353	-0.0004	-0.0004	0.0002
Si	8.1498	8.2545	5.4602	-0.0012	0.0001	0.0002
Si	1.3535	1.3725	6.79	0.0003	0.0003	-0.0002
Si	4.0827	4.1149	6.8119	-0.0006	-0.0003	-0.0001
Si	1.3892	6.8212	6.8082	0	-0.0003	-0.0005
Si	4.0892	9.5178	6.8331	-0.0004	0.0001	-0.0003
Si	6.814	1.3772	6.8116	0	0.0001	-0.0007
Si	9.5388	4.0795	6.834	-0.0008	-0.0001	-0.0002
Si	6.8066	6.826	6.793	-0.0003	0.0001	-0.0004
Si	9.5227	9.5703	6.824	0.0003	-0.0002	0.0002
Si	-0.006	2.6806	8.1764	-0.0001	-0.0001	0.001
Si	2.7014	-0.0188	8.1601	-0.0005	0.0006	0.0006
Si	0.006	8.1597	8.1487	-0.0002	0.0005	0.0005
Si	2.7119	5.4327	8.1782	0.0003	-0.0001	0.0007
Si	5.4369	2.7116	8.1588	-0.0004	0.0001	0.0005
Si	8.1564	0.0055	8.1827	-0.0006	0	0.0007
Si	5.4454	8.1392	8.1787	0	-0.0008	0.001
Si	8.1463	5.4277	8.1602	0.0003	0.0001	0.0007
Si	1.3803	4.0104	9.5142	0.0004	-0.0002	0.0008
Si	4.0881	1.3151	9.5083	-0.0001	0	0.0007
Si	1.3606	9.4872	9.5371	-0.0001	-0.0001	0.0013
Si	4.0914	6.7552	9.5326	-0.0004	0.0008	0.0008
Si	6.8139	4.0286	9.5324	-0.0002	0	0.0009
Si	9.5328	1.3157	9.5502	0	0.0003	0.0005
Si	6.8204	9.4854	9.5167	-0.0006	-0.0001	0.0007
Si	9.558	6.7542	9.4909	-0.0003	-0.0007	0.0008
Si	-0.0148	-0.0728	10.9108	0.0003	-0.0009	0.0005
Si	2.7288	2.6396	10.8909	0.0004	0.0001	0.0008
Si	-0.0153	5.3227	10.8487	-0.0005	0.0002	0.001
Si	2.7186	8.0925	10.8895	0.0001	-0.0007	0.0004
Si	5.4366	-0.0705	10.8638	-0.0006	0.0001	0.0003
Si	8.1734	2.6516	10.9139	-0.0002	0	0.0006
Si	5.4166	5.3439	10.8803	0.0005	-0.0007	0.001
Si	8.2047	8.1081	10.8388	0.0003	0.0007	0.0007
Si	1.3643	1.2731	12.2513	0.0005	0.0002	-0.0004
Si	4.0918	3.952	12.288	-0.0012	-0.0006	-0.0011
Si	1.3729	6.6307	12.1793	0.0003	-0.0006	0.001
Si	4.1028	9.4426	12.2403	0.0008	0.0006	-0.0003
Si	6.8088	1.2479	12.2348	-0.0007	-0.0017	-0.0003
Si	9.5632	3.9674	12.291	0.0014	-0.0002	-0.0006
Si	6.8614	6.6884	12.1224	0.0005	0.0001	-0.0003
Si	9.533	9.4209	12.2746	-0.0007	0.0002	-0.0004
Si	0.0452	2.5922	13.69	-0.0002	0.0006	0.0005
Si	2.6986	-0.1137	13.5971	0.0004	-0.0005	0.0016
Si	-0.0062	7.923	13.5207	-0.0003	0.0009	0.0007
Si	2.6838	5.2899	13.6222	0.0003	-0.0008	-0.0001
Si	5.466	2.5561	13.6357	-0.0003	0.0007	0.0008
Si	8.1325	-0.1133	13.6324	0.0014	-0.0002	-0.0003
Si	5.5415	8.0196	13.4665	0.0008	0	0.0007
Si	8.1243	5.3267	13.5538	0.0001	0	0.001
Si	1.3965	3.933	15.1388	-0.0002	-0.001	0.0017
Si	4.0794	1.201	15.0038	0.0008	-0.0007	0.0041
Si	1.3882	9.2362	14.8259	0.0004	-0.0025	0.0049
Si	4.2261	6.6253	14.7696	0.0022	0	0.0029
Si	6.8476	3.9418	14.9658	-0.0004	0.0011	0.0041
Si	9.5175	1.2172	15.0167	-0.0011	0.0003	0.0022
Si	6.8122	9.3082	14.9545	-0.0003	-0.0003	0.0027
Si	9.4871	6.6148	14.9303	-0.0003	-0.0004	0.0031
Si	-0.2538	-0.5676	16.0572	-0.0072	-0.002	-0.0412
Si	3.0777	2.7994	16.4324	0.0045	0.0101	-0.056
Si	-0.2834	5.102	16.3294	-0.0018	-0.0077	-0.0421
Si	3.0962	8.1243	16.0821	0.0029	0.0083	-0.0342
Si	5.2012	-0.4717	16.2238	-0.008	-0.0063	-0.0396
Si	8.3957	2.8378	16.3588	0.009	0.0039	-0.047
Si	5.2668	5.104	16.2545	-0.0046	-0.0071	-0.0456
Si	8.3641	8.1432	16.332	0.0046	0.005	-0.0453
Si	6.9098	-9.8759	18.4857	0.0008	0.0022	-0.1145
Si	7.0115	-8.1326	22.4432	-0.0139	0.0131	-0.1026
Si	34.3485	30.5472	22.4797	-0.0094	-0.0054	-0.1018
Si	-25.9591	-1.4096	26.1292	-0.0066	-0.0056	-0.1108
Si	-1.4604	6.3274	22.8591	-0.0004	0.0003	-0.0909
Si	-0.1645	2.6169	20.8111	0.0073	-0.0163	-0.0977
Si	-9.9481	20.8878	18.7027	0.0037	0.0015	-0.1001
Si	3.2073	41.222	24.9318	-0.0096	0.0125	-0.1356
Si	-30.2759	49.7137	21.1054	0.0011	0.0003	-0.1123
Si	8.1217	0.4	24.1128	0.0116	0.0051	-0.1202
Si	-23.0366	45.3936	26.3585	-0.0147	-0.0043	-0.1072
Si	-16.7743	12.3259	20.9874	-0.0084	0.0117	-0.1108
Si	5.4752	6.9417	21.35	0.0036	-0.0008	-0.1146
Si	9.7835	20.3267	22.5358	-0.0025	-0.0035	-0.0996
Si	-14.818	17.296	18.611	-0.0041	0.0117	-0.1249
Si	-31.5744	25.571	26.0146	0.0023	-0.0004	-0.1238
Si	-4.0483	27.1126	23.7213	0.016	-0.0078	-0.1126
Si	-9.9291	15.225	23.023	-0.0134	-0.0012	-0.1274
Si	-28.1794	20.4969	22.4992	0.0143	0.013	-0.1111
Si	19.5279	37.2862	20.4419	-0.0039	0.004	-0.108
Si	2.4046	12.3916	19.335	0.0092	-0.0035	-0.1115
Si	-1.6543	21.7676	20.197	0.0012	0.0035	-0.1089
Si	-16.6749	28.4933	25.7562	0.0093	-0.0085	-0.1108
Si	23.219	17.7502	18.2837	-0.0052	0.0034	-0.107
O	-15.7424	1.4781	-8.4472	-0.0222	0.0028	0.076
O	-13.0004	24.6697	-0.9969	-0.0188	0.0152	0.0545
O	0.6719	-10.9911	-10.8794	0.0097	-0.0039	0.0694
O	12.4734	14.9958	-3.6927	0.0023	-0.0112	0.0969
O	10.0518	11.4325	-0.9821	0.0199	-0.0201	0.0512
O	-3.8333	10.2354	-3.4547	-0.0157	-0.022	0.0671
O	1.1524	42.4491	-0.3939	-0.0031	0.0002	0.0266
O	8.771	9.8206	-6.8609	0.0059	-0.0173	0.0692
O	3.7901	7.0381	-3.3335	0.0105	-0.0053	0.0474
O	-29.6101	-2.078	-1.6725	-0.0142	0.0015	0.0987
O	-1.3838	31.058	-11.5182	0.0021	0.0006	0.0232
O	-10.539	15.9234	-1.4143	-0.0169	0.0262	0.0616
O	-9.8166	41.0594	-9.5496	-0.0016	0.0128	0.0275
O	11.13	6.018	-10.599	0.0202	0.0191	0.051
O	-1.2346	23.1791	-7.3211	0.0031	0.0107	0.0353
O	23.8717	26.6117	-6.2135	-0.015	-0.0142	0.0532
O	-3.0858	7.5153	17.7512	-0.0171	-0.0227	0.0603
O	-3.8081	3.7453	23.6973	-0.0019	0.0154	0.0457
O	-20.271	7.3417	21.7646	-0.0045	0.0239	0.0468
O	-11.7325	3.9026	20.0849	0.0016	-0.0021	0.0383
O	-5.0503	16.6963	17.6094	0.0234	0.0161	0.0616
O	9.5368	-3.9623	27.6551	0.0014	0.0003	0.0256
O	-9.8276	13.0767	19.8737	-0.0267	0.0145	0.0486
O	0.2901	35.6795	22.3274	0.0154	0.0242	0.0675
O	0.4407	20.6154	22.1515	0.0016	-0.0042	0.0389
O	7.5553	12.1713	22.8693	0.0155	-0.027	0.0594
O	5.941	0.1375	17.5416	0.0245	0.0172	0.0564
O	8.1126	-21.6657	19.0564	0.0267	-0.0079	0.0541
O	2.3651	25.1102	26.8976	0.0218	-0.0162	0.0598
O	27.7153	27.3727	25.0019	-0.0293	0.0218	0.07
O	-17.708	9.3091	16.7077	0.0016	0	0.0218
O	15.9554	21.8409	21.8426	-0.0041	-0.0297	0.0497
O	2.7282	-8.7512	17.8804	-0.0134	-0.0227	0.0823
O	-4.6339	-14.7286	19.9258	-0.0253	0.0067	0.0825
O	-15.6105	5.8633	22.3383	0.0162	-0.0198	0.0695
O	-4.984	8.1089	25.8654	0.0106	0.013	0.039
O	-18.7603	20.3076	21.8504	0.0016	-0.0036	0.0435
O	-15.9421	32.3052	26.9844	-0.0228	0.0242	0.0596
O	8.2603	38.7217	23.9327	-0.0143	0	0.0411
O	-8.2205	7.0441	17.2435	-0.0182	-0.0119	0.0509
O	9.4179	21.2979	23.7467	-0.0213	0.0222	0.0586
O	4.1703	-17.7904	16.7442	-0.0013	-0.0024	0.0221
O	15.6508	17.0024	27.2137	0.0071	-0.0214	0.0737
O	4.2228	20.4677	24.1226	-0.0119	-0.0156	0.0752
O	-9.0666	19.4909	24.0946	0.0212	-0.0041	0.0757
O	-23.7338	5.9112	21.3768	0.0107	0.0184	0.065
O	14.4382	12.6799	20.4187	0.0289	-0.0037	0.0485
O	16.3531	30.1645	22.077	-0.0085	0.0186	0.0441
O	-13.1574	23.2289	25.1917	0.0259	0.0165	0.0741
O	-11.0565	38.1318	23.2416	0.0085	-0.0053	0.0378
O	-23.1363	-17.8293	16.8383	-0.0012	-0.0003	0.0258
O	-30.4226	-0.1163	19.2697	0.0054	0.0073	0.0369
O	-2.9783	59.6302	19.1158	0.0199	-0.0206	0.0611
O	18.6768	36.1466	21.2174	-0.0159	-0.0175	0.0563
O	-3.3121	13.1366	17.6602	-0.0174	-0.0247	0.0589
O	-1.1868	51.4489	22.9276	-0.0021	-0.0028	0.0296
O	10.5321	10.234	19.5683	-0.0189	0.0032	0.0515
O	-6.9286	17.3617	21.0819	0.0023	0.0043	0.034
O	-10.817	13.4478	25.8299	-0.0044	-0.0032	0.0387
O	6.7038	4.2867	27.8585	0.0013	-0.0022	0.026
O	12.7806	6.0134	19.573	0.016	-0.0075	0.0827
O	-5.4211	13.4907	21.9937	0.0212	0.0085	0.0438
O	-28.5909	12.3733	27.7185	-0.0002	0.0008	0.0231
O	-24.6476	19.8921	26.9589	0.02	-0.0191	0.0563

Results
free energy: -118376.278 eV
free energy less fixed offsets of O -570.45, Si -639.56 eV per atom: -3.798 eV

The program warned: the cutoff lies below the one the program advises for these potential files; the forces do not sum to zero within the program's tolerance; empty levels may hold ghost states of the PAW files; the exchange-correlation potential is rough where the density is thin.
